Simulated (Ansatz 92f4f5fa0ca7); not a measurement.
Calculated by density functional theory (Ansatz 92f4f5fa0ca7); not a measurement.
Periodic cell of 256 atoms, Si144O112, from a study of silicon, its oxide and their interface. The atomic structure is a simulated model.
This geometry differs little from another in the collection (a relaxation step or a small displacement).

Settings
functional: r2SCAN
potential files: Ansatz PAW
basis: plane waves
wave-function cutoff: 800 eV
density cutoff ratio: 5
exchange-correlation grid ratio: 1
k mesh: 1 x 1 x 1, shifted by 0.5 0.5 0 of a step
self-consistency stop: 1e-10 eV per atom in the density residual
occupations: fixed
spin: none
net charge: 0

Cell vectors (angstrom)
a	10.88	0	0
b	0	10.88	0
c	-0.5462	4.626	36.1336

Atoms: element, x, y, z (angstrom)
Si	1.6511	-1.6455	0.1728
Si	4.4519	1.0502	0.0283
Si	0.9798	4.3468	0.0147
Si	3.8891	-3.813	0.0959
Si	-4.2769	-1.2254	0.1154
Si	-1.682	1.6751	0.0792
Si	6.959	3.8452	0.1498
Si	-1.0735	-4.1728	0.135
Si	2.7857	0.0126	1.3564
Si	5.4687	2.6347	1.447
Si	2.7075	-5.4791	1.274
Si	5.4144	-2.7027	1.4674
Si	-2.7076	-0.0079	1.3652
Si	-0.0696	2.7688	1.3816
Si	8.1539	5.496	1.332
Si	0.0878	-2.7312	1.5207
Si	1.3616	1.3837	2.6614
Si	4.0613	4.0576	2.6739
Si	1.434	-4.1438	2.7934
Si	4.0844	-1.3275	2.8159
Si	6.8288	1.3046	2.8112
Si	9.49	4.1288	2.7649
Si	6.8031	6.8028	2.736
Si	-1.3353	-1.3348	2.7398
Si	0.0251	0.0298	4.0702
Si	2.7066	2.7265	4.0573
Si	0.0135	5.4332	4.1228
Si	2.746	-2.7356	4.1297
Si	5.4559	-0.0088	4.1685
Si	8.167	2.7272	4.113
Si	5.4301	5.4212	4.052
Si	8.1675	-2.7053	4.0816
Si	1.3592	-1.3416	10.9107
Si	4.0867	1.3301	10.9025
Si	1.3587	4.0362	10.7816
Si	4.0999	-4.0477	10.7663
Si	6.8201	-1.3414	10.8514
Si	-1.3796	1.3728	10.8652
Si	6.8152	4.0758	10.9083
Si	-1.3467	6.8088	10.8782
Si	2.7131	0.0047	12.3054
Si	5.4682	2.6721	12.2527
Si	2.7723	5.4001	12.0221
Si	5.4097	-2.679	12.1485
Si	-2.723	0.0156	12.2457
Si	0.0007	2.726	12.1887
Si	8.1885	5.4541	12.2501
Si	-0.024	-2.6907	12.253
Si	1.3253	1.3928	13.6238
Si	4.078	4.0838	13.4713
Si	1.4201	-4.1562	13.3527
Si	4.0964	-1.3675	13.6335
Si	-4.0902	1.3316	13.6808
Si	-1.321	4.0828	13.5957
Si	6.7783	-4.0155	13.4885
Si	-1.3616	-1.3074	13.662
Si	-0.2198	0.2779	15.0256
Si	2.483	3.0361	14.8288
Si	0.3255	-5.6116	14.7896
Si	2.9901	-3.1324	14.7012
Si	5.5978	-0.2173	15.0621
Si	-2.4492	2.4972	14.9106
Si	5.2783	5.6164	14.7587
Si	-3.0603	-2.4218	14.8483
Si	5.1528	-3.5834	18.8703
Si	-1.5401	-2.2727	23.469
Si	1.1749	-0.7643	22.7604
Si	1.3457	-0.8035	-2.7004
Si	3.5279	1.2341	-2.9166
Si	2.5521	2.4842	19.5242
Si	3.2549	-4.9858	22.2987
Si	5.5577	0.4084	-5.1186
Si	0.2275	0.655	20.2266
Si	1.5967	-2.5791	-5.0295
Si	4.2792	1.7475	17.1399
Si	6.7486	-0.5452	22.9022
Si	7.12	-5.283	-3.7586
Si	6.2642	4.2357	-8.3438
Si	0.3916	3.4332	-10.1356
Si	-1.3359	-2.6105	-11.2041
Si	8.0629	-4.3655	21.8575
Si	2.8757	0.9689	24.6298
Si	0.8807	5.2683	-5.1758
Si	2.5735	-3.0513	-8.7179
Si	0.4309	-1.143	17.7945
Si	6.051	-4.5815	-10.5522
Si	-1.5852	3.6273	-4.4015
Si	5.3708	-2.8027	21.658
Si	4.2954	-2.0942	-6.3655
Si	-0.911	1.1829	-2.8959
Si	2.9745	3.0133	22.5884
Si	7.8277	-4.9933	18.9142
Si	-1.1584	-3.7701	16.921
Si	-2.3999	4.0553	23.1987
Si	6.606	3.8687	17.0509
Si	-2.7	-2.8374	-2.1113
Si	2.6736	-2.8731	17.6275
Si	2.9072	-5.3432	19.2979
Si	0.7162	-1.1909	-7.559
Si	1.8106	4.8579	-8.1042
Si	3.8875	2.8922	-9.4657
Si	0.3561	3.7095	24.2073
Si	6.5457	-4.2993	-6.6061
Si	7.6852	-2.9109	-8.8821
Si	-2.2838	1.4167	22.0482
Si	2.2375	3.8166	-2.7203
Si	1.74	0.8586	-9.4524
Si	8.1225	-0.7579	-4.2973
Si	7.6961	2.1872	-6.671
Si	-2.254	-0.5358	-7.3969
Si	2.3411	-2.9983	24.0582
Si	4.9787	5.1633	-1.977
Si	1.3596	-1.3598	5.4319
Si	4.0679	1.381	5.4424
Si	1.3689	4.0666	5.4615
Si	4.1134	6.7847	5.4583
Si	6.823	-1.3744	5.4876
Si	-1.3333	1.3738	5.4543
Si	6.785	4.081	5.4347
Si	-1.35	-4.0623	5.4366
Si	2.7217	-0.0033	6.7823
Si	5.4342	2.7303	6.7971
Si	2.736	5.4354	6.8089
Si	5.4611	-2.7411	6.8265
Si	-2.6967	0.0087	6.818
Si	0.0186	2.7165	6.8258
Si	-2.7138	-5.4356	6.7716
Si	-0.0043	-2.7026	6.7955
Si	1.3704	1.3324	8.1577
Si	4.0943	4.0746	8.1681
Si	1.3586	6.8133	8.1351
Si	4.0843	-1.3527	8.1422
Si	6.7969	1.375	8.1508
Si	-1.3647	4.0914	8.1436
Si	6.8343	-4.0944	8.1576
Si	-1.3435	-1.3556	8.175
Si	0.0041	0.0055	9.5386
Si	2.7466	2.6744	9.4958
Si	0.0002	5.4527	9.4906
Si	2.6963	-2.688	9.4891
Si	5.4443	0.0034	9.5058
Si	8.1551	2.7377	9.5087
Si	5.4797	5.4295	9.5053
Si	8.1734	-2.7231	9.5161
O	-0.4025	-2.4927	17.5207
O	1.2009	-0.0801	21.2955
O	1.4016	4.1594	15.3565
O	0.4311	-0.2608	16.4239
O	6.7405	-1.3359	15.4707
O	0.3348	0.2719	-3.3429
O	7.6229	-1.3949	-8.3355
O	7.8379	3.2032	16.2472
O	5.5605	5.2852	-3.4824
O	2.4744	2.3671	-3.3865
O	6.5939	5.0001	-9.7441
O	2.5455	-4.6199	-8.3848
O	0.203	-2.1294	-11.0989
O	8.0784	2.7793	-0.4032
O	2.1658	-4.2609	18.3287
O	-0.2026	-4.6965	16.0187
O	-2.4358	-3.2559	16.0849
O	4.8828	0.4005	16.4201
O	4.4621	-3.9157	22.3786
O	-0.0495	-5.3275	-0.3933
O	5.535	-0.1004	-0.3963
O	6.102	4.3814	-1.1261
O	4.8645	-2.6254	20.1397
O	5.5145	2.7462	17.3904
O	-1.9199	-3.2423	-9.8491
O	-1.0611	1.0838	-1.3019
O	-1.11	1.1298	20.9849
O	2.7553	-2.7301	-0.3808
O	1.4828	4.6461	-6.546
O	1.0971	-2.5295	-8.3635
O	4.4792	-4.7248	-10.9074
O	4.0076	1.6485	-1.4264
O	3.643	1.903	23.5462
O	3.2018	2.3963	16.1303
O	-0.648	4.7924	-5.0039
O	-2.2943	-0.9528	-5.8367
O	7.1778	4.4929	18.4177
O	3.6044	4.3735	-2.095
O	-1.5571	-3.5469	22.4523
O	5.7004	5.3713	-7.3132
O	2.8466	-0.2253	-2.8535
O	7.926	-1.5481	23.3147
O	4.119	3.3427	-11.0246
O	1.9305	-1.5797	18.2654
O	3.7755	4.4177	22.684
O	3.5099	1.5667	18.561
O	7.3002	0.4778	21.7604
O	3.1973	-2.6121	-5.2916
O	2.5417	-5.0381	20.8434
O	-2.5509	-5.0894	20.4401
O	-2.6268	2.9984	21.978
O	4.3007	-2.8398	17.7014
O	-2.2213	0.6111	-3.6449
O	-2.2263	-1.9924	-3.4087
O	-0.9025	3.551	-11.0967
O	0.4791	4.6207	-9.0312
O	1.2804	-2.1974	-3.5037
O	5.9363	5.0225	16.1272
O	0.9411	-1.0421	-1.1655
O	-1.8661	1.0739	23.5936
O	1.5944	0.2787	23.9231
O	6.5172	-0.6265	-4.3182
O	5.4486	-1.3723	22.3873
O	-2.1143	2.6707	-5.5803
O	6.8616	-3.363	21.587
O	6.3077	-3.241	-9.6759
O	8.0582	3.3099	24.5746
O	2.31	-1.9315	22.8311
O	8.0584	4.2946	-3.6048
O	2.868	3.7614	-8.5888
O	-0.2225	-0.3257	19.017
O	4.6629	-4.2999	-1.2651
O	4.1128	-4.2137	15.1981
O	2.8956	-2.7682	-10.2726
O	7.1614	-1.9453	-1.2411
O	6.3124	0.267	24.2115
O	-0.8196	4.4355	23.3405
O	1.6399	0.0181	-8.0886
O	1.4458	3.2274	23.1023
O	1.2816	3.6501	-1.4311
O	7.4824	3.4867	-7.6139
O	4.6921	1.2014	-4.0245
O	1.6095	3.5834	-11.178
O	-0.7886	-0.8477	-7.9501
O	0.9404	-1.4381	-5.9851
O	-1.3589	1.3884	15.4314
O	3.2559	1.4155	-9.5053
O	0.9359	-4.0102	-5.3364
O	2.2169	-2.7611	16.0805
O	5.6007	-3.0384	-6.2781
O	0.572	1.9962	-9.4194
O	-0.7231	2.7122	-3.3854
O	6.379	1.5401	-5.9591
O	6.7321	-3.8081	18.634
O	7.7596	-3.8945	-7.6055
O	4.6711	-0.5367	-6.105
O	-0.3209	-1.323	23.0003
O	-1.7098	-4.6995	18.0923
O	7.6289	5.3813	22.9243
O	7.5041	-4.1832	-2.6576
O	7.2782	-4.7659	-5.2659
O	4.5051	-5.0673	19.1058
O	1.5574	0.0153	-10.8089
O	2.5369	4.0078	18.9321
O	2.191	-4.4661	23.392
O	1.0489	1.8812	19.5482
O	-1.4671	-3.2841	-1.1822
O	3.0711	2.5095	21.0528
O	1.7122	4.8158	-3.8715
O	3.6734	-2.2555	-7.8497
O	-2.5592	1.026	-7.5977
O	5.2783	3.0066	-8.6895

Results
free energy: -155993.540 eV
free energy less fixed offsets of O -570.45, Si -639.56 eV per atom: -6.500 eV

Forces (eV/angstrom), in the order of the atoms: element, x, y, z
Si	-0.0168	0.014	-0.0845
Si	-0.0079	0.0149	-0.0905
Si	0.0047	-0.018	-0.086
Si	0.0128	-0.0046	-0.07
Si	0.0105	-0.0128	-0.076
Si	0.0172	-0.0121	-0.0922
Si	-0.0138	0.0085	-0.0756
Si	-0.0031	0.0173	-0.0764
Si	0.0034	-0.0006	0.0049
Si	-0.0023	-0.0013	0.0032
Si	-0.002	0.0016	0.0028
Si	0.0006	0.001	0.002
Si	-0.0014	0.0016	0.0029
Si	-0.0015	0.0009	0.0027
Si	0.0029	-0.0014	0.0063
Si	0.0004	0.0005	0.0052
Si	-0.0004	0.0002	-0.0014
Si	-0.0004	0.0014	-0.002
Si	0.0016	-0.0015	-0.0019
Si	-0.0027	0.0015	-0.0003
Si	0.0014	-0.0016	-0.0011
Si	0.0009	0.0016	-0.0006
Si	-0.0003	-0.0002	0.0009
Si	-0.0008	0.0004	0.0006
Si	0.0009	0.0001	0.0012
Si	-0.001	0.0004	0.0019
Si	0.0004	0.0008	0.0006
Si	0.0013	0.001	0.0008
Si	0.0003	0.0012	0.001
Si	0.0005	0.001	-0.0005
Si	-0.0009	0.0009	0.0018
Si	0	0.0003	0.0004
Si	0.0002	0.0003	0
Si	0.0001	0.0006	0.0001
Si	-0.0003	0	0.0003
Si	0.0002	0.0017	0.0007
Si	0.0005	0.0006	0.0006
Si	-0.0002	0.0007	0.0006
Si	0.0004	-0.0009	-0.0003
Si	0.0004	0.0008	0.0008
Si	-0.0001	0.0012	-0.0013
Si	-0.0012	0.0015	-0.0005
Si	-0.0007	-0.0005	-0.0015
Si	-0.0001	0.0003	0.001
Si	-0.0004	0.0017	0.0002
Si	-0.0002	0.0014	0.0004
Si	-0.0005	0.0012	-0.0006
Si	-0.0002	0.0016	-0.0009
Si	0.0021	0.0004	0.003
Si	0.0009	0	0.0045
Si	-0.0015	-0.0004	0.0026
Si	-0.0021	0.0028	0.0046
Si	-0.0021	0.0018	0.0071
Si	-0.0013	0.0027	0.0048
Si	0.0015	-0.0003	0.0048
Si	0.0004	-0.0024	0.007
Si	-0.0186	0.0166	-0.0831
Si	-0.0141	0.0114	-0.0683
Si	0.0063	-0.0175	-0.0639
Si	0.0114	-0.0024	-0.0775
Si	0.014	-0.0089	-0.0696
Si	0.0086	-0.0116	-0.0633
Si	-0.0086	0.0075	-0.0704
Si	-0.0085	0.0173	-0.0623
Si	-0.0056	-0.0167	-0.17
Si	-0.0132	-0.0058	-0.1776
Si	-0.0158	0.0238	-0.1909
Si	0.0058	-0.0276	-0.1814
Si	0.0162	-0.0215	-0.1787
Si	0.0322	-0.0154	-0.2125
Si	0.0151	-0.0068	-0.1977
Si	0.0178	-0.0186	-0.1866
Si	0.0076	-0.0141	-0.2242
Si	0.0146	0.0095	-0.2016
Si	0.0217	-0.0109	-0.1729
Si	-0.0033	-0.0344	-0.1701
Si	0.0338	-0.0063	-0.1968
Si	-0.035	0.0033	-0.1984
Si	-0.0158	-0.0097	-0.2027
Si	0.0122	0.0126	-0.2032
Si	-0.0218	-0.0208	-0.1951
Si	-0.011	-0.0046	-0.2072
Si	0.011	0.0114	-0.2188
Si	-0.0057	-0.0167	-0.2096
Si	0.0035	-0.022	-0.1904
Si	-0.0147	0.0097	-0.2068
Si	-0.0124	0.001	-0.1733
Si	-0.008	-0.027	-0.1856
Si	-0.0048	-0.0351	-0.177
Si	-0.0243	0.0117	-0.176
Si	0.025	0.0194	-0.2088
Si	0	-0.0246	-0.2011
Si	0	0.0045	-0.159
Si	-0.0326	0.0309	-0.1578
Si	0.0026	-0.0136	-0.1574
Si	-0.0057	-0.0139	-0.1882
Si	-0.0269	0.0276	-0.1586
Si	0.0068	0.0191	-0.1867
Si	0.0251	0.0221	-0.1997
Si	0.0186	-0.0193	-0.2255
Si	-0.0174	-0.0096	-0.1905
Si	-0.0111	-0.0164	-0.1896
Si	-0.0171	0.0021	-0.2202
Si	0.0205	-0.0272	-0.2159
Si	0.0342	-0.0058	-0.1792
Si	-0.0147	0.0228	-0.1818
Si	-0.0058	0.0115	-0.1968
Si	-0.023	0.0111	-0.2001
Si	-0.0095	0.0264	-0.1933
Si	0.0087	-0.0281	-0.2062
Si	-0.0018	-0.0258	-0.2019
Si	-0.0054	-0.0153	-0.1587
Si	-0.0002	0.0005	0
Si	0	0.0005	0.0007
Si	0.0019	0.0003	0.001
Si	0.0008	0.0006	0.0013
Si	0.0012	0.0004	0.0005
Si	0.0017	0	0.0017
Si	-0.0008	0.0002	0.0002
Si	0.0008	0.0008	0.0004
Si	0.0007	0.0005	0.0013
Si	0.0008	0.0002	0.0004
Si	-0.0006	0.0006	-0.0003
Si	-0.0009	0.0015	-0.0003
Si	-0.0012	0	-0.0003
Si	-0.001	0.0004	-0.0002
Si	0	0.0001	0.0007
Si	0.0009	-0.0002	0.0004
Si	-0.0004	0.0007	0.0007
Si	-0.0008	0.0002	0.0007
Si	-0.0003	0.0001	0.0012
Si	-0.0009	0.0002	0.0011
Si	-0.0003	-0.0003	0.0011
Si	-0.0001	0.0006	0.0011
Si	0	0.0001	0.0008
Si	-0.0011	0.0003	0.0011
Si	-0.0005	0.0007	0.0011
Si	0.0002	0.0015	0.0001
Si	-0.0007	0.0003	-0.0001
Si	-0.0004	0.0016	-0.0002
Si	-0.0002	-0.0002	0.0006
Si	-0.0005	0.0008	0.0003
Si	0.0001	0.0005	-0.0001
Si	-0.0007	0	0.0006
O	0.0152	0.0264	0.0587
O	0.0188	-0.0389	0.1361
O	0.0026	0.0009	0.0374
O	0.0175	-0.0339	0.121
O	-0.0008	-0.001	0.0324
O	0.0064	0.0014	0.0621
O	0.0113	0.0484	0.0953
O	-0.0331	0.0292	0.0788
O	-0.0362	-0.0078	0.0959
O	0.0025	0.0055	0.0594
O	0.0041	-0.043	0.1174
O	-0.0082	-0.0134	0.076
O	-0.0044	-0.012	0.0749
O	-0.0051	0.0036	0.0418
O	0.011	-0.0466	0.0814
O	-0.0278	0.0368	0.0792
O	0.0299	-0.0275	0.0827
O	-0.0286	0.0337	0.0804
O	-0.0228	-0.0094	0.0739
O	-0.0018	0.003	0.0397
O	0.0037	-0.0044	0.0419
O	0.0308	-0.0258	0.089
O	0.0135	0.0209	0.139
O	-0.0101	0.0013	0.0542
O	-0.0531	-0.0081	0.1294
O	-0.0202	0.0132	0.1398
O	-0.0609	0.0168	0.1048
O	0.0045	-0.0041	0.0417
O	-0.0354	0.012	0.1754
O	-0.0153	0.0201	0.0852
O	0.0261	-0.0106	0.0769
O	0.0241	-0.0006	0.1297
O	-0.0001	-0.0502	0.1049
O	0.0278	-0.0216	0.0903
O	-0.0207	-0.0178	0.0665
O	-0.0158	-0.0017	0.1644
O	0.0216	0.0427	0.0945
O	0.021	0.0121	0.0637
O	0.0225	0.0352	0.0872
O	0.0088	0.0361	0.1014
O	-0.0038	0.0072	0.0606
O	0.0088	0.0016	0.0581
O	0.0199	-0.0072	0.1322
O	0.0011	0.0076	0.064
O	-0.0054	-0.0152	0.0658
O	-0.0546	0.0218	0.1221
O	-0.0116	-0.0134	0.0694
O	-0.0343	-0.0072	0.0851
O	0.0068	0.007	0.1567
O	0.0089	0.017	0.1612
O	0.0062	0.0122	0.0792
O	0.0314	-0.0194	0.0782
O	0.0348	0.016	0.0792
O	0.0046	-0.0414	0.1064
O	0.0277	-0.0146	0.1257
O	0.0297	0.0352	0.1098
O	-0.0101	0.044	0.1231
O	0.022	-0.0257	0.0868
O	0.0064	-0.0205	0.1271
O	0.0044	0.0146	0.1249
O	0.0322	0.0289	0.0974
O	0.0165	-0.0111	0.0715
O	0.0204	0.0444	0.079
O	0.0392	0.0344	0.1098
O	0.0035	0.0097	0.062
O	0.0251	0.0268	0.0985
O	-0.004	-0.0351	0.0977
O	0.0037	-0.0195	0.0819
O	-0.0217	0.0124	0.0688
O	-0.0277	0.0351	0.0857
O	-0.0053	0.0549	0.1348
O	-0.0224	0.0316	0.0849
O	-0.0057	0.004	0.0409
O	-0.0237	0.013	0.1515
O	-0.0328	0.0309	0.0991
O	-0.0366	0.0174	0.1353
O	0.0311	-0.0165	0.0663
O	-0.024	-0.053	0.1067
O	-0.0453	0.0071	0.0912
O	-0.0249	0.0123	0.1183
O	0.0318	-0.0486	0.0996
O	-0.0571	0.0264	0.1111
O	-0.0375	-0.0041	0.1095
O	-0.0233	0.0071	0.0724
O	0.0185	-0.0343	0.1371
O	0.0038	-0.0013	0.0336
O	0.0043	-0.0033	0.066
O	-0.0036	-0.0028	0.067
O	-0.0029	0.0022	0.1172
O	-0.0051	0.0071	0.0634
O	0.0041	-0.0203	0.0692
O	0.0204	-0.0393	0.0804
O	-0.0337	-0.0353	0.0843
O	-0.0144	0.009	0.0648
O	-0.0214	-0.024	0.1151
O	0.0232	0.0407	0.0782
O	-0.0167	-0.0178	0.0638
O	-0.0391	-0.0228	0.0993
O	0.0104	-0.0353	0.0721
O	0.0158	0.0414	0.0914
O	0.0227	-0.0306	0.1578
O	-0.0134	-0.0026	0.0696
O	0.0184	0.0459	0.1299
O	-0.005	-0.0034	0.0667
O	-0.0289	0.0408	0.0974
O	-0.0194	-0.012	0.0751
O	0.0306	-0.0275	0.0937
O	0.0064	0.0132	0.1652
O	0.0393	-0.0472	0.1314
O	0.0447	0.0267	0.1238
O	-0.0091	0.0163	0.0763
O	0.043	0.0105	0.0779

The program warned: the cutoff lies below the one the program advises for these potential files; the forces do not sum to zero within the program's tolerance; empty levels may hold ghost states of the PAW files; the exchange-correlation potential is rough where the density is thin.
